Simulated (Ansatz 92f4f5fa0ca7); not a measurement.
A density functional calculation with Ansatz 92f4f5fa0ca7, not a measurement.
Periodic cell of 168 atoms, Si98O70, from a study of silicon, its oxide and their interface. The atomic structure is a simulated model.

Settings: functional r2SCAN; potential files Ansatz norm-conserving; basis plane waves; wave-function cutoff 1300 eV; density cutoff ratio 4; exchange-correlation grid ratio 1; k mesh 2 x 2 x 1, shifted by 0.5 0.5 0.5 of a step; self-consistency stop 5e-08 eV per atom in the density residual; occupations Fermi-Dirac, 0.05 eV; spin none; net charge 0.

Cell vectors (angstrom)
a  11.54  0  0
b  0  11.54  0
c  0  0  20.5398

Atoms: element, x, y, z (angstrom)
Si  -0.3758  -0.6011  -0.5294
Si  0.499  3.8321  -0.3192
Si  -0.2998  8.0691  -0.2473
Si  3.5862  0.8416  0.1996
Si  4.0441  3.8897  0.4028
Si  3.4028  7.9907  -0.3512
Si  7.4053  -0.674  -0.2187
Si  7.7693  4.5513  0.1321
Si  7.4812  7.6251  0.2236
Si  1.6402  -0.1394  1.1354
Si  2.0359  3.685  1.4939
Si  1.5787  7.8989  1.3958
Si  5.5627  0.0579  1.2246
Si  5.8728  4.1243  1.9058
Si  5.4054  7.641  1.3063
Si  9.4353  -0.0316  1.2554
Si  9.7893  3.9648  1.285
Si  9.4698  7.9553  1.3371
Si  1.7673  1.626  2.6535
Si  2.0602  5.7795  2.6991
Si  1.903  9.8103  2.6836
Si  6.024  1.9321  2.869
Si  5.7659  5.9283  3.1297
Si  5.5116  9.5197  2.6471
Si  9.6478  2.0358  2.5913
Si  9.6705  5.9323  2.3375
Si  9.4584  9.8607  2.8112
Si  -0.1443  2.0327  4.01
Si  -0.0713  5.7975  3.8831
Si  -0.0388  9.7197  4.2907
Si  3.9117  1.6287  3.9709
Si  3.8154  5.7773  4.3894
Si  3.6813  9.8212  4.0797
Si  8.0495  2.0158  4.1897
Si  7.8308  5.6882  4.1086
Si  7.6004  9.5853  4.296
Si  0.0815  0.2136  5.4821
Si  -0.0943  3.9959  5.4813
Si  0.3824  7.7702  5.4266
Si  3.8858  -0.075  5.5437
Si  4.0601  3.7652  5.0547
Si  3.8108  7.9714  5.6352
Si  7.6303  0.1546  5.7081
Si  7.7324  3.9253  5.5739
Si  8.1261  7.6892  5.3536
Si  2.0022  0.002  6.9247
Si  1.9974  3.9058  6.5709
Si  2.0196  7.8349  7.0834
Si  5.6746  0.11  6.8901
Si  5.6507  3.5775  6.6368
Si  5.8167  7.4543  6.8039
Si  9.692  -0.1098  6.7652
Si  9.628  3.7088  6.942
Si  9.9634  7.1713  6.4632
Si  2.3413  1.9244  8.0994
Si  1.9688  5.6449  8.1174
Si  1.8132  9.7806  8.3287
Si  6.4161  2.089  8.2273
Si  5.4855  5.3993  8.305
Si  5.7658  9.5577  7.9637
Si  9.9193  1.7314  8.3587
Si  9.4935  5.6758  8.2955
Si  9.6408  9.2031  7.5838
Si  0.613  1.3943  9.6347
Si  0.0618  6.0222  9.438
Si  -0.2791  9.0499  9.3099
Si  4.6196  2.4079  9.824
Si  3.3812  5.9931  10.1173
Si  3.7356  9.0615  9.5206
Si  8.0983  0.8638  9.6227
Si  7.593  6.2716  9.274
Si  7.819  9.3978  9.1127
Si  -0.0737  -0.6725  11.4297
Si  -5.4806  6.7726  13.4588
Si  2.9957  4.405  12.9717
Si  6.4438  4.7395  11.4068
Si  9.7971  3.236  13.7186
Si  4.4693  11.2414  11.6508
Si  0.6734  7.6798  15.9299
Si  1.2953  9.8395  13.8473
Si  4.1279  8.7201  14.5958
Si  6.5049  9.7549  13.2477
Si  11.8739  3.9245  11.7328
Si  15.81  1.7969  13.5998
Si  8.9339  3.8475  17.6273
Si  8.1369  8.0637  16.8017
Si  3.7517  11.8341  17.7596
Si  -0.6543  12.1345  13.9056
Si  -1.2579  6.6559  17.9164
Si  7.9173  5.1855  15.3522
Si  2.9931  9.2168  17.2843
Si  11.2303  1.73  17.8341
Si  7.2542  2.1815  12.6612
Si  8.389  10.6653  15.1118
Si  2.2299  13.8038  16.1813
Si  2.8919  5.3586  18.7593
Si  2.4413  16.8178  15.8071
Si  6.7034  10.6569  17.2742
O  -0.8187  0.2627  -2.0971
O  0.6173  1.638  -3.9636
O  2.6046  6.702  -0.9694
O  1.512  4.5929  -1.4725
O  -0.2972  9.4243  -1.1357
O  2.7842  10.7785  -3.578
O  3.1867  1.8229  -3.1319
O  -0.0244  2.6498  -1.2545
O  4.1469  4.7929  -0.9532
O  -1.705  11.4435  -5.5826
O  -0.6557  7.0568  -4.0777
O  3.772  8.896  -1.7925
O  7.5391  -0.3386  -1.9477
O  10.0394  -6.5024  -3.0445
O  7.4114  6.0307  -0.6399
O  8.1436  3.8535  -1.4402
O  7.2373  9.2823  -0.2272
O  1.0271  0.2007  10.5795
O  0.3592  2.8048  10.5826
O  -3.9306  -3.5981  9.9267
O  0.3273  5.4394  11.0177
O  -1.0082  9.9407  10.4635
O  0.671  9.7773  12.3562
O  5.7358  6.1662  11.9146
O  6.932  3.6975  12.3948
O  7.6448  5.3251  10.6737
O  5.2472  3.9653  10.4183
O  3.605  11.9983  12.942
O  3.3976  10.2431  10.8049
O  7.9184  -0.8558  9.9458
O  7.4387  1.1701  11.3239
O  3.8357  7.6234  10.3617
O  6.92  8.142  13.1422
O  11.3103  7.6087  9.9296
O  13.4677  15.3208  15.8817
O  2.805  9.3527  13.7824
O  -1.062  0.1498  12.3971
O  -2.2138  4.4843  14.6231
O  -0.4936  6.6293  19.3417
O  5.9056  10.5542  11.8823
O  4.4522  1.125  10.7494
O  4.594  7.2518  13.9521
O  8.8259  -2.2596  15.7538
O  4.0815  3.1492  12.6943
O  -4.1387  11.5153  16.0874
O  4.0386  8.5563  16.2432
O  3.1994  5.6134  17.1439
O  1.5592  8.4481  17.0595
O  6.7609  5.5199  14.2733
O  3.0715  5.3973  11.6396
O  0.6862  11.2859  14.4173
O  0.5514  8.71  14.7398
O  5.3091  9.7651  14.4164
O  13.0792  3.8943  12.7505
O  8.482  2.1814  13.6428
O  7.7871  4.1061  16.5008
O  8.0479  6.7501  15.9149
O  14.8361  1.7314  15.0245
O  15.2373  -0.1376  19.3343
O  9.8211  2.4883  17.2593
O  1.4087  6.4523  15.3575
O  19.335  10.6936  13.6203
O  4.1608  13.8415  20.3456
O  3.2773  16.6617  14.3236
O  -0.5498  13.6881  14.3055
O  5.9369  1.5172  13.6315
O  5.2189  11.3221  17.3304
O  10.3088  15.2674  12.2946
O  9.0466  7.7275  18.0687
O  6.8083  9.0163  17.054

Results
free energy: -43999.876 eV
free energy less fixed offsets of O -463.61, Si -117.95 eV per atom: 11.924 eV
pressure: -2.54 GPa
stress xx, yy, zz, yz, xz, xy (GPa, positive in tension): 1.4, 2.73, 3.48, -0.5, -0.28, -0.37

Forces (eV/angstrom), in the order of the atoms: element, x, y, z
Si  -0.939  3.13  -1.224
Si  0.5577  0.5004  0.1258
Si  -0.2258  -2.3726  1.6934
Si  1.4919  -2.6391  -1.0985
Si  0.9443  -1.7994  0.3792
Si  -0.0435  0.6332  -0.3569
Si  0.0499  1.7838  -1.6657
Si  0.0737  -0.5688  -2.7524
Si  -1.4732  -0.1813  -0.1357
Si  -0.438  1.5875  -1.6963
Si  -0.3481  0.8216  -0.2276
Si  1.0985  -0.1225  -1.132
Si  0.9403  -0.0943  1.091
Si  0.1344  -1.8521  -2.9612
Si  0.1957  -0.7868  0.0276
Si  -0.1634  0.1936  -1.9851
Si  0.6208  0.393  -2.2225
Si  0.2916  0.4313  -0.3698
Si  0.3125  1.3135  0.6576
Si  -1.0406  -0.3421  0.0053
Si  -1.906  -1.1854  1.0704
Si  -0.0806  -0.6143  -0.8244
Si  -0.7429  1.5826  -0.5397
Si  0.9622  1.3776  0.5986
Si  -0.1562  -0.6492  -1.3433
Si  -0.1313  -0.3875  2.8671
Si  0.4438  -1.3777  1.0791
Si  1.8073  0.0782  1.0235
Si  1.2999  1.1204  0.6551
Si  0.2384  0.9885  -1.7959
Si  -0.4876  1.0068  -0.3914
Si  -0.4623  3.6  -1.4838
Si  1.2733  -2.1318  -0.3289
Si  -2.4909  -0.5318  0.703
Si  0.8425  1.9185  -0.8985
Si  -0.6231  1.8759  -1.521
Si  -0.4911  -0.6297  0.0782
Si  0.2648  -0.4479  -0.9687
Si  -0.5998  -1.6366  -0.8057
Si  -0.7106  1.3012  0.1027
Si  -2.2781  -2.768  1.4998
Si  0.6041  -1.4595  -0.856
Si  1.0533  -0.8601  -1.9767
Si  0.1319  -0.8751  -0.2781
Si  -2.4989  -1.9007  0.2284
Si  0.1278  0.4788  -1.2436
Si  0.8644  -1.4135  0.4692
Si  -0.0323  -0.5984  -0.6147
Si  0.7097  0.053  1.3614
Si  1.7955  1.4089  1.233
Si  0.4431  0.5506  -0.391
Si  0.0186  0.0111  0.7143
Si  -0.3632  0.4382  1.0757
Si  0.0967  0.849  1.4584
Si  0.0605  1.7123  1.1681
Si  -0.2546  1.3842  1.2633
Si  -0.4477  -2.0105  1.1614
Si  -1.7186  -2.0139  0.5504
Si  0.0647  2.1325  -0.3112
Si  -0.5015  -0.984  1.2202
Si  0.7458  -1.7652  0.7098
Si  2.4831  -0.3562  -1.2394
Si  0.2422  0.485  1.3255
Si  -0.8445  5.006  -1.589
Si  -1.2406  0.1892  2.0636
Si  -0.7918  1.7041  -2.0969
Si  1.289  0.9163  -1.661
Si  1.4089  0.815  0.1413
Si  0.49  2.1434  1.5707
Si  -1.5633  -0.8666  3.3147
Si  -1.6209  1.5476  2.1704
Si  -1.016  -3.9176  -2.712
Si  -0.3337  -2.1515  0.5661
Si  -0.5399  -0.1976  -2.7132
Si  2.3209  0.2838  -3.1362
Si  -5.5086  1.7217  -1.5879
Si  -0.6141  -2.0935  1.5953
Si  -3.6472  1.3092  -0.822
Si  0.5531  3.2079  0.143
Si  -2.694  0.6663  0.3357
Si  -1.0788  -0.8525  0.3765
Si  -0.152  0.5427  -0.58
Si  -2.5441  1.4746  -2.4254
Si  -0.0501  -1.5239  1.2832
Si  0.4496  -1.6931  2.0263
Si  0.0775  4.2463  -3.112
Si  0.2616  -0.168  0.3238
Si  -0.5717  -2.582  3.5485
Si  -0.6162  -2.6064  -1.2718
Si  2.4664  0.8377  -1.2804
Si  0.0491  -1.9455  1.193
Si  -4.404  0.8888  2.5837
Si  -2.3036  -4.2328  -0.0211
Si  3.4435  2.6161  0.3712
Si  -0.6857  -2.5376  -0.5333
Si  -0.5532  0.2922  0.113
Si  0.0974  0.572  -4.0678
Si  0.0479  1.7181  1.2304
O  2.137  -0.4347  2.5577
O  4.4829  0.86  -0.8204
O  0.4769  1.3212  -0.443
O  -0.7334  -0.7405  -0.1794
O  0.232  -0.1893  0.0442
O  -0.3591  0.2214  0.4813
O  0.4466  -1.1297  1.6872
O  0.0049  -2.1848  -2.0134
O  0.4422  -0.5524  -0.6015
O  -1.0484  0.2891  -0.6077
O  -0.9854  0.637  1.8032
O  -1.5895  -0.9072  0.8109
O  -0.6503  -0.8469  2.5754
O  -0.5971  1.9381  1.4549
O  0.8261  2.3563  2.1217
O  0.335  -0.4012  0.1502
O  0.5181  -2.75  -0.542
O  -0.8503  -1.2219  1.374
O  0.947  -1.476  -0.5483
O  0.3137  -1.8086  -1.256
O  -0.2974  -1.3821  -1.0178
O  0.9512  1.5542  0.4825
O  0.8441  0.1095  -0.3677
O  0.675  -1.6663  2.2436
O  0.6257  -1.3271  1.7021
O  3.2635  1.2381  -3.0699
O  0.3328  -1.3714  0.5242
O  1.7063  -1.5244  -1.4917
O  2.6662  -0.3047  0.0589
O  0.9751  5.5436  1.1478
O  0.9751  2.0789  -1.0823
O  -1.1512  -0.7205  -1.1194
O  -0.2479  0.8132  0.4346
O  1.1593  -2.4526  -0.1261
O  -1.1299  0.0043  0.9008
O  2.4833  -0.7528  1.3984
O  0.4912  1.374  -0.427
O  -1.2684  1.3816  0.1432
O  0.5521  2.3093  0.1817
O  -0.384  -1.3787  1.5466
O  0.9157  -0.9176  0.3923
O  -0.1166  1.7295  1.2125
O  -0.2967  -2.9802  1.3299
O  -1.4401  0.861  1.4584
O  0.1895  -1.4142  -0.5091
O  -0.6244  -0.0804  -2.1182
O  0.493  -0.0687  2.1353
O  0.455  0.0785  0.9957
O  -0.6615  0.5251  -0.2347
O  0.9734  0.3436  -1.2301
O  1.4411  0.0471  -1.3669
O  -0.659  0.4988  -0.5315
O  1.9521  0.9194  -1.5272
O  -2.1401  -1.5226  1.2598
O  2.2718  0.9447  0.2521
O  -1.196  -0.0789  0.6
O  -0.1587  -1.4613  0.0421
O  0.2933  1.1619  -1.6682
O  -0.7883  2.5939  0.4345
O  0.0811  0.5562  1.0041
O  2.6709  -3.7357  -0.3274
O  -1.6986  -1.8633  -0.5762
O  -0.6127  0.7172  -0.0856
O  -0.0121  0.3867  2.7263
O  -1.1276  2.0081  -1.602
O  -0.4179  1.5382  -1.2369
O  0.222  -0.0289  -0.2974
O  1.5162  0.471  0.032
O  -0.0047  -0.401  0.8344
O  -0.3101  -0.4474  1.1947
